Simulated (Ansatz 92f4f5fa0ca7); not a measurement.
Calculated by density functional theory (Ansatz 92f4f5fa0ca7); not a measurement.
Periodic cell of 234 atoms, Si146O88, from a study of silicon, its oxide and their interface. The atomic structure is a simulated model.
Doubt: the cutoff is low for norm-conserving oxygen, so forces and energies are approximate.
Doubt: the program's own warning below bears on the result.
This geometry differs little from another in the collection (a relaxation step or a small displacement).

Settings: functional HSE06; potential files SPMS norm-conserving; basis plane waves; wave-function cutoff 800 eV; density cutoff ratio 4; exchange-correlation grid ratio 1; k mesh 1 x 1 x 1, Gamma-centred; occupations fixed; spin none; net charge 0.

Cell vectors (angstrom)
a 11.6015 0 0
b 0 10.938 0
c 0 0 32.8229

Atoms: element, x, y, z (angstrom)
Si -0.011 -0.1782 24.3446
Si 3.556 -0.0025 24.0784
Si 7.5751 -0.016 23.9622
Si 1.7061 1.4049 24.3702
Si 5.5957 1.2619 24.1164
Si 9.6673 1.1742 24.2082
Si 0.0714 5.4044 24.2417
Si 3.917 5.437 23.8552
Si 7.708 5.3399 24.3137
Si 1.9484 6.8266 23.9452
Si 5.8813 6.833 23.9541
Si 9.6849 6.606 24.2213
Si 1.9293 2.8109 26.1852
Si 5.6863 2.6637 26.0631
Si 9.6162 2.632 26.1176
Si -0.0419 4.05 26.1619
Si 3.8559 4.1761 25.9751
Si 7.6567 3.9724 26.1878
Si 1.9627 8.0763 26.0223
Si 5.7652 8.191 25.9504
Si 9.611 8.1494 26.0326
Si 0.0006 9.3793 26.1728
Si 3.8075 9.5433 26.0109
Si 7.7005 9.5683 25.9631
Si 0.0012 -0.0329 27.994
Si 3.8502 -0.0405 27.9761
Si 7.7016 -0.0287 27.9529
Si 1.9397 1.3384 28.02
Si 5.7597 1.3357 28.0036
Si 9.6514 1.307 28.0354
Si -0.0445 5.4809 28.0185
Si 3.8684 5.4661 27.9717
Si 7.6811 5.4546 28.0191
Si 1.9273 6.7907 27.9947
Si 5.7748 6.8569 27.95
Si 9.6085 6.8139 27.9912
Si 1.9336 2.7345 29.9236
Si 5.8008 2.7345 29.9236
Si 9.6679 2.7345 29.9236
Si 0 4.1018 29.9236
Si 3.8672 4.1018 29.9236
Si 7.7343 4.1018 29.9236
Si 1.9336 8.2035 29.9236
Si 5.8008 8.2035 29.9236
Si 9.6679 8.2035 29.9236
Si 0 9.5708 29.9236
Si 3.8672 9.5708 29.9236
Si 7.7343 9.5708 29.9236
Si 0 0 31.8572
Si 3.8672 0 31.8572
Si 7.7343 0 31.8572
Si 1.9336 1.3673 31.8572
Si 5.8008 1.3673 31.8572
Si 9.6679 1.3673 31.8572
Si 0 5.469 31.8572
Si 3.8672 5.469 31.8572
Si 7.7343 5.469 31.8572
Si 1.9336 6.8362 31.8572
Si 5.8008 6.8362 31.8572
Si 9.6679 6.8362 31.8572
Si 1.9336 2.7345 0.9679
Si 5.8008 2.7345 0.9679
Si 9.6679 2.7345 0.9679
Si 0 4.1018 0.9679
Si 3.8672 4.1018 0.9679
Si 7.7343 4.1018 0.9679
Si 1.9336 8.2035 0.9679
Si 5.8008 8.2035 0.9679
Si 9.6679 8.2035 0.9679
Si 0 9.5708 0.9679
Si 3.8672 9.5708 0.9679
Si 7.7343 9.5708 0.9679
Si -0.0061 0.028 2.8806
Si 3.9077 0.0236 2.8912
Si 7.7531 0.0079 2.9358
Si 1.9712 1.3596 2.8693
Si 5.8343 1.4027 2.8854
Si 9.6593 1.3901 2.8886
Si 0.0257 5.53 2.8469
Si 3.9096 5.4947 2.9241
Si 7.7508 5.4932 2.9276
Si 1.9815 6.8293 2.8556
Si 5.8376 6.8785 2.9423
Si 9.6608 6.8541 2.933
Si 2.0341 2.7604 4.7541
Si 5.8546 2.8945 4.7224
Si 9.7182 2.8629 4.7367
Si 0.0851 4.0962 4.6798
Si 3.909 4.2383 4.9429
Si 7.786 4.2618 4.9617
Si 1.9587 8.2336 4.7248
Si 5.8513 8.2873 4.8857
Si 9.6228 8.1426 4.9463
Si -0.0264 9.454 4.69
Si 3.8889 9.605 4.8271
Si 7.7828 9.6722 4.967
Si 0.077 -0.1313 6.5373
Si 3.9713 0.0686 6.7414
Si 7.9078 0.3896 6.7834
Si 1.9472 1.2764 6.5864
Si 5.806 1.5324 6.5852
Si 9.9663 1.4688 6.574
Si 0.0526 5.3974 6.6047
Si 3.8452 5.7796 6.9142
Si 7.6522 5.5434 7.1201
Si 1.8219 6.9367 6.6633
Si 5.8293 7.1249 6.9643
Si 9.8096 6.7882 7.0013
O 3.6614 5.1168 8.4074
O 1.4864 7.8563 8.0074
O 1.5573 2.2271 7.8716
O 5.4628 2.6447 7.769
O 11.5994 10.0292 7.9978
O 7.2975 4.4638 8.359
O 10.4393 2.2743 7.9559
O 10.4258 7.6909 8.2776
O 4.1131 10.1885 8.1695
O 11.8242 4.5006 7.9806
O 5.8583 8.2405 8.2138
O 8.1632 10.87 8.3553
O 7.33 10.0632 22.5698
O 3.0662 10.0949 22.7154
O 9.7169 7.1336 22.6557
O 6.1338 7.7335 22.5701
O 7.7283 4.2159 23.1013
O 3.9577 4.3433 22.5931
O 10.2265 2.2165 23.0655
O 1.3295 2.2212 22.9638
O 0.3816 10.0183 22.9075
O 1.7691 7.8165 22.6175
O 5.5707 2.241 22.8101
O -0.0154 4.4788 22.8777
Si 6.3075 -0.7347 19.0376
Si 8.902 0.5762 18.3857
Si 4.2307 1.3945 14.7301
Si 1.3128 5.3366 17.0988
Si 8.1763 2.8467 16.7774
Si 5.2967 6.0121 16.5756
Si 1.6857 9.3873 22.1655
Si 11.1625 3.0519 15.8443
Si 3.9718 7.6735 11.4776
Si 8.0966 -5.5428 13.779
Si 2.0479 0.8041 12.6138
Si 6.2995 3.3094 8.9816
Si 17.4731 7.4744 14.0446
Si 7.626 4.2256 21.4908
Si 6.8652 2.6503 13.9195
Si 4.1518 12.3635 19.4069
Si 6.8957 8.8204 21.6144
Si 3.761 3.4142 16.972
Si 5.1601 9.4068 9.1333
Si 3.0584 7.7994 17.1626
Si 11.7701 8.5612 8.6594
Si -2.4784 6.9293 21.1727
Si 11.8322 2.9553 8.4413
Si 1.3454 3.4297 11.1821
Si 1.943 10.0243 19.0482
Si 16.7339 9.6311 16.0809
Si 7.4921 11.4239 9.7235
Si 11.2884 -0.4678 13.7452
Si 11.4437 0.1195 16.7528
Si 3.9176 4.8897 9.9853
Si 8.1565 5.6335 16.8904
Si 10.4575 5.7081 18.8274
Si 9.9618 2.8764 20.0814
Si 1.2571 9.0618 11.6168
Si -0.0427 2.92 22.4752
Si 4.8623 3.2526 21.7793
Si 10.491 3.7277 12.8368
Si 9.0187 1.1035 12.3038
O 1.9226 6.7698 16.5707
O 8.5627 5.4493 15.3327
O -1.4994 4.1645 19.1258
O 8.5939 3.0739 20.9227
O 4.9349 7.8186 12.7727
O 2.9833 0.3135 19.2535
O 5.2382 3.9282 10.0493
O -3.3731 -2.707 20.9175
O 7.928 -0.54 19.0214
O 2.5663 -2.2874 18.4438
O 6.7916 6.4821 17.0144
O 8.1313 5.6666 20.9923
O 5.7914 -1.2872 17.5844
O 5.568 11.5958 19.3905
O 7.4139 13.5062 15.4157
O 7.114 2.0745 9.6513
O 14.8501 0.6703 13.6785
O 5.3225 2.2301 13.8877
O 9.4243 6.2343 17.6814
O 7.0626 4.1852 13.4431
O 4.303 6.8352 17.5452
O 5.993 -1.6846 20.331
O 16.5863 -6.5076 16.6609
O -1.7362 2.4649 12.0129
O 7.671 1.5753 13.0448
O 6.0868 4.0169 21.031
O 1.4819 9.6104 20.5642
O 0.3907 4.4222 16.1201
O 4.9317 0.2261 15.6089
O 4.3475 8.7529 10.3476
O 2.5402 4.3434 10.6174
O 0.4295 8.7222 10.2549
O 9.8325 1.4226 19.4008
O 8.5543 11.2957 10.9355
O 4.2415 6.2236 10.8271
O 12.2652 11.711 13.426
O 11.8556 1.6624 16.361
O 9.8263 0.0226 13.2231
O 10.3119 -4.2439 20.1051
O 11.8996 4.1941 12.1702
O 7.8558 12.5307 17.7063
O 13.6103 -0.4241 11.5489
O 14.0077 7.9307 11.8639
O 17.6403 8.8172 14.9795
O 5.1307 6.3889 15.0017
O 6.1817 10.4657 9.838
O 11.8177 -1.7565 12.8812
O 7.2911 6.8051 13.5242
O 11.3635 2.8287 20.8879
O 11.4014 10.2035 15.351
O 7.7126 4.2021 17.4949
O 12.439 10.5078 17.9306
O 0.3959 5.7663 18.3559
O 0.379 2.8701 10.0262
O 9.4558 5.006 12.94
O 3.6644 -2.0406 16.1202
O 4.006 2.3585 20.7355
O -0.7988 3.0999 14.2863
O 2.1391 2.2219 11.887
O 4.1276 2.4287 18.1651
O 9.7574 3.0242 16.607
O 9.9266 10.9033 17.3049
O 3.4577 2.4704 15.6793
O 2.5237 4.332 17.45

Results
free energy: -55958.410 eV
free energy less fixed offsets of O -447.96, Si -113.29 eV per atom: 2.410 eV
gap between the highest filled and lowest empty level on this k mesh: 1.485 eV

The program warned: the cutoff lies below the one the program advises for these potential files; the model core charge is not resolved on the grid; the forces do not sum to zero within the program's tolerance; the exchange-correlation potential is rough where the density is thin.
